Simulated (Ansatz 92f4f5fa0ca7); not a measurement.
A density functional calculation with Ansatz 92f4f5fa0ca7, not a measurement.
Periodic cell of 237 atoms, Si147O90, from a study of silicon, its oxide and their interface. The atomic structure is a simulated model.

Settings: functional PBE; potential files Ansatz PAW; basis plane waves; wave-function cutoff 700 eV; density cutoff ratio 5; exchange-correlation grid ratio 1; k mesh 2 x 2 x 1, shifted by 0.5 0.5 0.5 of a step; self-consistency stop 5e-08 eV per atom in the density residual; occupations fixed; spin none; net charge 0.

Cell vectors (angstrom)
a	11.6015	0	0
b	0	10.938	0
c	0	0	32.0622

Atoms: element, x, y, z (angstrom)
Si	-0.1953	-0.0658	23.2717
Si	3.6711	0.2006	23.1071
Si	7.5535	-0.1342	23.4434
Si	1.687	1.373	23.4155
Si	5.7347	1.4046	23.1898
Si	9.444	1.2284	23.3613
Si	0.1606	5.3134	23.4587
Si	4.123	5.2983	23.3931
Si	8.0337	5.6087	23.5432
Si	2.1581	6.5844	23.3716
Si	5.9681	6.7696	23.477
Si	10.0108	6.8684	23.5946
Si	1.9038	2.6668	25.379
Si	5.8312	2.6557	25.2539
Si	9.6308	2.6879	25.2615
Si	11.598	4.0073	25.3858
Si	3.8932	3.9742	25.3206
Si	7.7423	4.0933	25.3418
Si	1.9733	8.1515	25.1948
Si	5.7759	8.1688	25.3624
Si	9.7098	8.2652	25.427
Si	11.6383	9.5619	25.2613
Si	3.8661	9.588	25.075
Si	7.6901	9.5225	25.4047
Si	11.6502	-0.0098	27.2059
Si	3.902	-0.054	27.1247
Si	7.7594	-0.0148	27.2829
Si	1.9861	1.3132	27.2769
Si	5.8282	1.3235	27.2066
Si	9.6964	1.3337	27.2077
Si	11.5928	5.472	27.2376
Si	3.8466	5.4224	27.2146
Si	7.7124	5.4607	27.2646
Si	1.9381	6.8269	27.1807
Si	5.7604	6.7984	27.2706
Si	9.654	6.8161	27.2799
Si	1.9445	2.7247	29.1731
Si	5.7937	2.7118	29.143
Si	9.6808	2.7243	29.1452
Si	0.0121	4.0973	29.1631
Si	3.8677	4.0892	29.1668
Si	7.7316	4.0784	29.1739
Si	1.9425	8.186	29.1374
Si	5.7913	8.1925	29.1736
Si	9.6743	8.2046	29.1838
Si	0.0112	9.5625	29.1496
Si	3.8708	9.5677	29.1254
Si	7.7325	9.5478	29.1902
Si	0	0	31.0965
Si	3.8672	0	31.0965
Si	7.7343	0	31.0965
Si	1.9336	1.3673	31.0965
Si	5.8008	1.3673	31.0965
Si	9.6679	1.3673	31.0965
Si	0	5.469	31.0965
Si	3.8672	5.469	31.0965
Si	7.7343	5.469	31.0965
Si	1.9336	6.8362	31.0965
Si	5.8008	6.8362	31.0965
Si	9.6679	6.8362	31.0965
Si	1.9336	2.7345	0.9679
Si	5.8008	2.7345	0.9679
Si	9.6679	2.7345	0.9679
Si	0	4.1018	0.9679
Si	3.8672	4.1018	0.9679
Si	7.7343	4.1018	0.9679
Si	1.9336	8.2035	0.9679
Si	5.8008	8.2035	0.9679
Si	9.6679	8.2035	0.9679
Si	0	9.5708	0.9679
Si	3.8672	9.5708	0.9679
Si	7.7343	9.5708	0.9679
Si	11.6073	0.0223	2.9077
Si	3.8552	0.0111	2.9173
Si	7.7461	0.0076	2.8957
Si	1.9332	1.3921	2.9164
Si	5.8154	1.3477	2.8586
Si	9.6607	1.3796	2.9165
Si	11.5657	5.4974	2.8733
Si	3.8777	5.4835	2.9056
Si	7.7424	5.5008	2.903
Si	1.9155	6.8113	2.8735
Si	5.8122	6.8453	2.8892
Si	9.6599	6.896	2.9487
Si	1.9133	2.8234	4.8162
Si	5.8411	2.72	4.7556
Si	9.5997	2.7884	4.8326
Si	11.5417	4.1275	4.7821
Si	3.9195	4.0894	4.8205
Si	7.7219	4.2022	4.8764
Si	1.8874	8.1442	4.8073
Si	5.8104	8.2519	4.7851
Si	9.6633	8.3126	4.8976
Si	11.6316	9.65	4.8796
Si	3.8192	9.4787	4.7926
Si	7.7253	9.669	4.8848
Si	11.5968	0.2267	6.7715
Si	3.7561	-0.0587	6.6573
Si	7.7141	0.049	6.9082
Si	2.0486	1.4968	6.7536
Si	5.7144	1.2698	6.628
Si	9.6452	1.5144	6.8314
Si	11.5261	5.4928	6.7001
Si	3.9821	5.4249	6.7869
Si	7.7396	5.6667	6.8232
Si	1.9756	6.6367	6.6536
Si	5.812	6.97	6.7451
Si	9.7559	7.0349	6.9053
O	9.9969	7.9712	8.292
O	7.6603	9.927	8.2187
O	7.4041	4.7278	8.1605
O	3.374	10.3463	8.2098
O	2.043	7.5472	8.0279
O	4.005	4.5785	8.2433
O	9.779	2.4433	8.2199
O	2.6127	2.3353	8.1142
O	11.3845	4.5695	8.072
O	5.3627	2.3562	7.8295
O	5.8135	7.9742	8.085
O	11.3216	10.3081	8.1527
O	11.2739	10.0837	21.7937
O	3.2318	10.7109	21.5295
O	5.7758	7.7748	22.1597
O	4.222	4.4522	21.9426
O	7.6839	9.6861	22.1851
O	10.3233	7.6667	22.1731
O	1.6145	2.3955	22.1084
O	5.945	2.4401	21.8825
O	8.4437	4.7011	22.2093
O	-0.0697	4.4475	22.0371
O	2.3344	7.3778	21.9307
O	9.1302	1.8844	21.8653
Si	1.9148	7.7797	9.6097
Si	5.0345	0.5809	17.6862
Si	2.4905	5.4203	14.0217
Si	10.5651	3.8609	14.0525
Si	8.2799	2.3857	15.259
Si	9.5483	2.2436	20.3376
Si	10.5049	3.6445	9.0754
Si	0.0321	2.3129	11.5671
Si	11.0209	8.1359	15.395
Si	5.1645	6.9331	13.9887
Si	5.7473	2.6164	11.1166
Si	8.5817	7.6665	19.3851
Si	8.1185	4.8448	20.6239
Si	5.9179	9.5884	15.2003
Si	2.1147	7.6383	20.3438
Si	1.9284	4.8922	18.7888
Si	4.496	3.4428	18.0137
Si	8.5034	8.9273	16.8156
Si	0.828	9.4802	13.2985
Si	9.9087	10.6492	11.7187
Si	5.3513	3.7064	21.0148
Si	0.5873	5.5255	16.2622
Si	10.783	9.145	9.1421
Si	6.5682	8.8968	21.2849
Si	7.1164	7.104	11.484
Si	2.6743	0.7343	12.2157
Si	10.8917	8.6803	21.0358
Si	6.0382	4.3251	15.6321
Si	7.0848	0.4894	12.9732
Si	4.0575	2.9723	8.5921
Si	0.8782	6.7391	11.8974
Si	6.57	9.0409	9.0737
Si	0.6672	3.2868	21.1405
Si	9.8	6.5068	12.8919
Si	7.7132	4.5327	9.7463
Si	3.9873	10.0724	20.2169
Si	4.261	3.0379	13.5296
Si	3.8551	10.0086	9.7386
Si	8.0538	0.7787	18.0328
O	11.5082	3.2233	12.9009
O	9.3375	4.4671	9.8834
O	8.803	3.6026	19.8516
O	4.034	-0.0587	18.808
O	11.3334	4.5352	15.3111
O	9.8559	9.7919	10.3216
O	3.764	1.5341	13.1368
O	0.6502	9.0609	14.8651
O	6.4719	0.9771	18.3799
O	4.7589	3.1662	19.6048
O	6.2489	1.183	11.7445
O	0.5397	8.6211	9.8667
O	5.6453	4.3165	17.2268
O	8.4422	7.1966	12.3958
O	4.4007	2.6335	10.1574
O	2.0725	5.6546	15.578
O	3.379	0.0642	10.9175
O	5.8875	7.2177	12.5474
O	2.3076	6.3511	19.3848
O	0.6537	4.9427	17.7775
O	8.4117	10.6879	12.3657
O	5.4749	10.0654	9.7001
O	0.5996	8.1989	20.1967
O	9.7719	2.605	14.6922
O	1.9995	10.5905	13.2212
O	9.9446	9.1092	16.1028
O	6.1449	10.357	13.7742
O	7.4689	1.5962	14.0993
O	1.6491	3.9167	20.0363
O	5.9036	5.791	14.9169
O	7.3396	8.9469	15.691
O	1.5095	1.6685	11.6011
O	7.2008	8.2836	10.3639
O	4.3214	1.9896	17.2788
O	7.0294	3.1612	10.2801
O	11.542	7.0092	16.4364
O	8.2795	10.138	17.8436
O	3.2624	8.5365	10.1097
O	7.5865	3.8386	15.5161
O	3.1413	4.3091	17.8968
O	2.9019	3.8909	13.7038
O	1.3342	8.2016	12.4434
O	1.2065	5.677	13.069
O	4.9762	8.3034	14.8598
O	11.1703	2.393	20.3279
O	10.9768	9.9875	12.7543
O	5.2872	3.5768	12.3646
O	5.0875	3.1962	14.9185
O	6.4871	4.8021	20.5578
O	8.3962	1.5617	16.6519
O	10.409	1.2386	11.456
O	10.8733	6.6098	11.6596
O	3.2576	8.6756	19.8486
O	1.7181	6.4335	10.5251
O	7.166	8.1938	19.9667
O	8.496	7.5839	17.7533
O	3.6753	6.4302	13.6075
O	9.5683	4.9593	13.3545
O	5.5216	9.9941	20.7405
O	10.3259	7.3709	14.1492
O	8.784	6.1626	19.9602
O	7.0692	5.7078	10.6568
O	5.2625	10.5437	16.3743
O	9.0494	1.1445	19.2595
O	11.5743	3.1627	10.1871
O	9.7411	8.7071	19.8821

Results
free energy: -144653.205 eV
free energy less fixed offsets of O -569.03, Si -635.61 eV per atom: -5.835 eV

Forces (eV/angstrom), in the order of the atoms: element, x, y, z
Si	0.003	-0.04	-0.0192
Si	-0.0434	-0.0545	-0.0035
Si	0.0468	-0.0562	-0.0621
Si	-0.047	0.0437	-0.0325
Si	0.0774	0.0663	0.0011
Si	-0.0285	0.0429	-0.0372
Si	-0.0747	-0.0235	-0.0418
Si	-0.0151	-0.0094	-0.0609
Si	0.0412	-0.0666	0.001
Si	-0.0045	0.0578	0.0075
Si	-0.0824	0.0367	-0.0249
Si	0.0253	0.0178	-0.0682
Si	0.011	-0.0566	-0.0003
Si	0.0414	-0.068	-0.0098
Si	0.0119	-0.0834	-0.0179
Si	0.0127	0.0628	-0.0104
Si	0.0068	0.0644	0.0177
Si	-0.0138	0.0824	-0.0153
Si	0.0016	-0.0943	0.0065
Si	-0.0169	-0.075	-0.0109
Si	0.0119	-0.0571	-0.0058
Si	0.0419	0.0671	-0.0074
Si	0.0165	0.098	-0.0001
Si	-0.0071	0.0532	-0.0104
Si	-0.0099	-0.0481	0.005
Si	-0.0269	-0.0475	0.0173
Si	-0.0198	-0.0267	-0.0054
Si	-0.0107	0.0409	-0.0046
Si	-0.0143	0.0414	0.0179
Si	-0.0257	0.0316	0.0183
Si	0.0107	-0.0515	0.0039
Si	0.0044	-0.0431	-0.0077
Si	0.0143	-0.0395	0.0001
Si	0.0252	0.0531	0.0144
Si	-0.0039	0.0433	-0.0027
Si	0.0044	0.0258	-0.0118
Si	0.0182	-0.029	0.0006
Si	0.0029	-0.0293	-0.0088
Si	0.0082	-0.0273	-0.0093
Si	-0.0086	0.0302	0.0181
Si	-0.0097	0.0255	0.0138
Si	-0.0054	0.0213	0.022
Si	0.0018	-0.0239	0.0076
Si	-0.0208	-0.0178	0.0202
Si	-0.0051	-0.0149	0.0187
Si	0.0052	0.0219	-0.0001
Si	0.0116	0.0214	-0.0072
Si	0.0146	0.0205	0.003
Si	0.033	-0.0459	-0.086
Si	-0.0094	-0.0293	-0.2091
Si	-0.0273	-0.0017	0.1054
Si	-0.0114	-0.0322	0.097
Si	-0.0028	0.0242	-0.0928
Si	0.015	-0.0235	-0.075
Si	0.0149	-0.0681	0
Si	0.0231	-0.0168	-0.0011
Si	-0.012	-0.0727	0.0199
Si	0.0132	0.0279	-0.1184
Si	-0.0322	-0.0268	0.0875
Si	0.0426	-0.0913	0.1369
Si	0.0169	0.0259	0.0599
Si	-0.033	0.0218	-0.198
Si	0.0168	0.0136	0.0311
Si	-0.1029	0.0469	-0.0863
Si	0.0174	0.0454	0.0547
Si	0.0678	0.1051	0.1247
Si	0.0064	0.0068	-0.0731
Si	0.0154	0.0424	-0.07
Si	-0.0416	0.0565	0.1159
Si	-0.0195	0.0826	0.0734
Si	-0.0234	0.033	0.0741
Si	0.0493	-0.0027	0.0192
Si	0.0145	-0.0475	-0.0151
Si	-0.0191	-0.052	-0.0035
Si	0.0043	-0.0388	0.0061
Si	-0.0188	0.0318	0.0057
Si	0.0092	0.0462	-0.0057
Si	-0.0222	0.0451	-0.0107
Si	-0.0171	-0.0502	0.0013
Si	0.0162	-0.039	-0.0079
Si	0.0096	-0.0491	-0.0077
Si	-0.0057	0.0485	0.0006
Si	-0.0135	0.0411	0.0061
Si	0.0002	0.0297	-0.0025
Si	0.0059	-0.0446	-0.0021
Si	0.0398	-0.0823	0.0196
Si	-0.0107	-0.0769	-0.002
Si	0.0056	0.0669	-0.0008
Si	0.02	0.0666	0.0164
Si	0.0049	0.086	0.0196
Si	-0.011	-0.0628	0.0153
Si	0.0428	-0.0499	-0.0088
Si	0.0033	-0.0846	-0.0106
Si	0.0436	0.0932	0.0148
Si	-0.024	0.0703	-0.0024
Si	0.0007	0.0544	0.0073
Si	-0.0091	-0.0582	-0.011
Si	-0.0436	0.0083	0.0885
Si	0.0323	-0.0515	0.0023
Si	0.0561	0.0306	-0.0029
Si	-0.1191	0.0693	-0.0115
Si	-0.0296	0.0089	0.0646
Si	-0.0395	-0.0412	0.0573
Si	0.0658	-0.0197	0.045
Si	-0.0315	-0.0863	-0.0056
Si	-0.0369	0.0738	-0.005
Si	-0.0705	0.0354	0.0582
Si	0.0122	0.0409	0.043
O	-0.0094	0.0106	-0.0308
O	-0.0132	-0.0074	-0.0214
O	0.0502	-0.006	0.0071
O	0.0551	-0.0431	0.0215
O	-0.0079	0.0092	0.0043
O	-0.0014	-0.0068	-0.0413
O	-0.0032	0.0391	-0.0104
O	-0.0095	0.0185	-0.0244
O	0.0076	-0.0246	-0.0108
O	-0.0056	0.0058	-0.0095
O	0.0204	0.0172	-0.0186
O	0.0315	-0.0334	-0.0007
O	0.0028	-0.0079	0.035
O	0.0558	-0.0232	-0.0015
O	0.0431	0.0272	0.0109
O	0.0292	-0.0317	0.0027
O	-0.0421	-0.0038	0.0135
O	-0.0081	0.0397	-0.0005
O	-0.0187	0.0136	0.0043
O	-0.0333	-0.0018	0.026
O	-0.0355	-0.0058	-0.0079
O	0.0372	-0.0228	0.0183
O	-0.0252	0.0052	0.0081
O	0.0396	0.0177	-0.0075
Si	0.0068	-0.0035	-0.0061
Si	-0.0043	-0.0025	0.0009
Si	-0.0026	-0.0013	0.0017
Si	-0.0017	-0.0045	0.0029
Si	0.0034	-0.0002	0.0008
Si	0.004	0.0019	0.0035
Si	0.0013	0.0038	-0.0054
Si	0.0023	0.0028	-0.0012
Si	0.0023	0.0056	0.0053
Si	-0.0012	0.0018	0.001
Si	0.0005	-0.0015	0.0011
Si	-0.0053	-0.0042	-0.0005
Si	-0.0021	-0.0015	0.0097
Si	-0.0059	-0.0024	0
Si	0.0048	0.0071	-0.004
Si	-0.0025	-0.0039	-0.0012
Si	0	-0.0013	-0.0005
Si	-0.0006	-0.003	0.0006
Si	0.0055	0	0.006
Si	-0.0065	0.0006	0.0009
Si	-0.0047	0.0262	-0.0019
Si	-0.0004	-0.0025	0.0052
Si	0.0125	0.0142	0.0081
Si	-0.0098	0.0048	0.0041
Si	-0.0032	0.0031	0.0039
Si	0.0045	-0.0023	0.0011
Si	-0.0088	-0.0192	-0.0048
Si	0.003	0.0016	0.0033
Si	-0.0039	-0.0036	-0.0029
Si	0.0087	-0.0097	0.0092
Si	0.0062	-0.0027	-0.0047
Si	-0.0086	0.01	0.0089
Si	0.0043	-0.0175	0.0033
Si	-0.0034	-0.0013	-0.0027
Si	0.0015	-0.008	0.003
Si	0.0103	-0.0048	0.0034
Si	0.0008	-0.003	0
Si	0.0014	-0.0021	-0.0151
Si	0.0003	-0.002	0.0031
O	-0.0126	0	-0.0104
O	-0.005	-0.0146	-0.0196
O	-0.0014	-0.0049	0.0162
O	0.0182	0.002	-0.0076
O	-0.0005	0.0152	0.0005
O	0.0181	0.0061	0.0044
O	-0.0077	0.0107	-0.0162
O	-0.0203	-0.0176	-0.0207
O	-0.0007	-0.0126	-0.0233
O	-0.0039	0.0057	0.001
O	0.0139	0.009	0.0199
O	-0.0007	-0.008	-0.0117
O	-0.0126	-0.0201	-0.0195
O	-0.0001	-0.0161	-0.0119
O	0.0138	0.0118	-0.0091
O	-0.0242	-0.0049	-0.0224
O	-0.0021	-0.0081	0.0111
O	0.0049	-0.0097	0.0036
O	-0.0121	-0.0096	0.0041
O	0.0204	0.0063	-0.0063
O	0.0047	0.0172	0.0032
O	0.0024	-0.0254	-0.0123
O	0.0124	-0.0023	0.017
O	-0.0177	0.014	-0.0016
O	-0.0119	0.0006	-0.0207
O	-0.0095	-0.0231	-0.001
O	0.0138	0.0018	0.0058
O	0.008	-0.0063	-0.0022
O	-0.0062	0.0129	-0.0053
O	-0.0172	-0.0053	-0.0053
O	-0.0014	0.0135	0.0132
O	-0.0062	-0.0089	0.0168
O	-0.0095	-0.0105	-0.0124
O	0.0199	0.0134	0.0173
O	-0.0107	0.0125	0.0017
O	0.004	-0.0012	-0.031
O	-0.0045	0.0039	-0.0277
O	-0.0112	0.01	-0.0122
O	-0.014	-0.0216	-0.0047
O	0.0067	-0.0087	0.0218
O	0.0137	0.0154	0.0078
O	-0.0243	-0.0081	0.0025
O	0.0162	0.0224	-0.004
O	0.0187	-0.0073	-0.0103
O	-0.0099	0.0177	0.0163
O	0.0085	0.0018	-0.0132
O	-0.0066	-0.0317	-0.0005
O	0.0091	0.0253	-0.0006
O	0.0015	-0.0267	-0.0009
O	-0.012	-0.0017	0.0033
O	0.0095	-0.0117	0.0087
O	-0.0012	-0.0031	0.0291
O	-0.0122	0.0005	0.0144
O	-0.0121	0.0234	0.0169
O	0.0214	-0.0017	0.0046
O	0.0029	0.0205	0.0105
O	-0.0049	-0.0169	0.0138
O	0.0256	0.0115	0.0057
O	0.0008	-0.0238	-0.0128
O	0.015	-0.0071	-0.0009
O	-0.0058	0.0079	0.0032
O	0.0149	0.0067	-0.003
O	0.0144	0.0014	0.0025
O	-0.0025	0.0094	0.0027
O	-0.0192	-0.0056	0.0066
O	-0.0181	-0.02	0.0033

The program warned: the cutoff lies below the one the program advises for these potential files; the forces do not sum to zero within the program's tolerance; the exchange-correlation potential is rough where the density is thin.
